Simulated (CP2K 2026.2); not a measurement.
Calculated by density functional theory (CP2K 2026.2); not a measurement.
Periodic cell of 534 atoms, Si358O176, from a study of silicon, its oxide and their interface. The atomic structure is a simulated model.
Doubt: the forces sum to 2.53 eV/angstrom along one axis rather than to zero, so they err by at least 0.0047 eV/angstrom per atom on average; the grid cutoff is modest.

Settings
functional: PBE
method: Gaussian and plane waves
basis set: DZVP-MOLOPT-SR-GTH
pseudopotentials: GTH-PBE
grid cutoff: 350 Ry, relative cutoff 50 Ry
k points: Gamma only
occupations: fixed
spin: none
net charge: 0

Cell vectors (angstrom)
a	16.4025	0	0
b	0	16.4025	0
c	0	0	35.3931

Atoms and the computed forces on them: element, x, y, z (angstrom), force x, y, z (eV/angstrom)
Si	16.005	0.214	0.072	0.032	-0.028	-0.035
Si	3.4	2.197	0.032	0.024	-0.399	0.106
Si	0.208	5.167	0.031	-0.059	0.083	0.141
Si	2.92	7.75	0.158	0.039	0.014	-0.13
Si	0.067	11.685	35.05	0.354	-0.458	0.238
Si	3.192	13.475	0.271	-0.06	0.326	-0.015
Si	5.501	16.361	0.511	-0.017	-0.093	-0.327
Si	8.523	2.131	35.06	-0.063	0.125	-0.121
Si	5.238	5.682	0.021	0.017	-0.142	-0.12
Si	8.407	7.565	35.196	-0.334	0.035	0.138
Si	5.038	10.949	35.291	-0.129	-0.137	-0.158
Si	7.622	14.165	0.118	-0.144	0.1	-0.209
Si	10.778	16.393	0.196	-0.073	-0.023	-0.128
Si	13.78	2.449	0.035	-0.045	-0.047	0.001
Si	10.845	5.518	35.259	-0.111	0.073	0.095
Si	13.526	8.538	35.327	-0.074	-0.019	-0.012
Si	10.992	10.443	35.17	-0.091	0.118	0.321
Si	12.965	14.14	35.124	-0.314	0.033	0.373
Si	1.443	1.271	1.254	-0.037	0.04	-0.232
Si	4.227	3.975	1.356	-0.07	0.202	-0.255
Si	1.435	6.585	1.481	-0.126	-0.009	-0.238
Si	4.025	9.458	1.395	-0.012	-0.126	-0.222
Si	1.427	12.409	1.382	0.116	0.079	-0.079
Si	4.192	14.952	1.762	-0.104	-0.12	-0.243
Si	7.017	1.387	1.448	0.114	0.03	-0.312
Si	9.539	3.929	1.107	0.065	0.044	-0.311
Si	6.815	6.744	1.388	0.066	0.027	-0.282
Si	9.426	9.366	1.169	0.149	-0.028	-0.3
Si	6.716	12.209	1.187	-0.049	0.187	-0.158
Si	9.382	15.021	1.468	-0.041	0.03	-0.186
Si	12.229	1.342	1.438	0.129	-0.018	-0.224
Si	14.988	4.053	1.324	0.083	-0.114	-0.21
Si	12.371	6.8	1.207	0.092	0.145	-0.097
Si	15.169	9.843	1.047	-0.115	-0.016	-0.242
Si	12.061	12.318	1.044	0.027	-0.183	-0.272
Si	14.781	14.982	1.234	-0.151	0.272	-0.207
Si	0.034	2.68	2.665	0.146	-0.046	-0.125
Si	2.663	16.343	2.814	-0.161	0.093	0.063
Si	16.402	8.222	2.527	-0.033	0.088	-0.125
Si	2.808	5.28	2.796	0.094	-0.123	0.157
Si	16.295	13.696	2.624	-0.098	0.114	0.082
Si	2.668	10.867	2.72	-0.015	-0.026	0.063
Si	5.61	2.739	2.763	0.023	0.067	0.213
Si	8.211	0.011	2.885	0.049	0.006	0.223
Si	5.5	8.18	2.728	0.034	0.047	0.102
Si	8.208	5.319	2.628	0.031	-0.131	0.018
Si	5.547	13.485	2.871	0.039	-0.122	0.212
Si	8.145	10.857	2.548	0.065	-0.025	-0.103
Si	10.889	2.761	2.693	-0.033	0.053	0.022
Si	13.581	16.343	2.748	0.097	-0.086	0.079
Si	10.909	8.124	2.592	-0.045	-0.205	0.01
Si	13.674	5.463	2.652	-0.061	0.087	-0.001
Si	10.798	13.555	2.638	0.055	0.01	0.074
Si	13.631	11.027	2.474	-0.028	0.07	0.014
Si	1.363	4.006	4.124	-0.041	0.005	-0.028
Si	4.13	1.347	4.075	-0.025	-0.027	-0.151
Si	1.303	9.494	4.044	0.075	0.081	0.031
Si	4.134	6.776	4.079	0.024	-0.052	-0.046
Si	1.248	14.994	4.105	0.082	0.089	-0.038
Si	4.055	12.188	4.142	0.068	0.116	-0.084
Si	6.894	4.097	4.16	0.008	-0.116	-0.071
Si	9.613	1.389	4.152	-0.101	-0.034	-0.021
Si	6.854	9.558	4.06	-0.15	-0.044	-0.029
Si	9.573	6.743	4.001	0.086	0.098	-0.164
Si	6.85	14.977	4.177	0.085	-0.133	-0.006
Si	9.494	12.184	4.015	0.042	0.093	-0.008
Si	12.294	4.119	4.029	-0.05	-0.006	0.06
Si	15.028	1.32	4.046	0.022	-0.023	-0.074
Si	12.304	9.572	3.907	-0.041	0.027	-0.152
Si	15.042	6.869	3.956	-0.026	-0.008	0.09
Si	12.197	14.943	4.045	0.073	0.037	-0.073
Si	14.967	12.304	3.993	-0.03	-0.102	-0.068
Si	16.4	0.013	10.899	-0.003	0.006	0.007
Si	2.718	2.725	10.904	0.005	-0.003	0.015
Si	16.387	5.45	10.885	0.017	0.034	-0.01
Si	2.731	8.185	10.891	0.009	-0.001	-0.002
Si	0.006	10.938	10.884	-0.006	-0.02	-0.012
Si	2.739	13.679	10.886	-0.008	-0.04	0.009
Si	5.475	0.01	10.891	-0.022	-0.001	0.001
Si	8.217	2.731	10.911	-0.014	0.016	0.009
Si	5.471	5.453	10.917	-0.024	-0.015	0.006
Si	8.223	8.191	10.906	-0.028	0.003	-0.001
Si	5.478	10.936	10.873	0.011	0.002	-0.014
Si	8.226	13.678	10.875	-0.02	-0.032	0.004
Si	10.958	0.018	10.9	-0.048	-0.023	0.005
Si	13.678	2.739	10.902	0.003	0.008	0.005
Si	10.952	5.447	10.901	0.012	0.006	0
Si	13.679	8.186	10.887	-0.011	0.005	-0.001
Si	10.965	10.934	10.894	-0.015	-0.014	-0.011
Si	13.688	13.684	10.907	0	-0.009	0.013
Si	1.344	1.38	12.288	0.034	-0.019	0.008
Si	4.092	4.081	12.275	0.016	0.023	0.004
Si	1.358	6.806	12.243	-0.02	-0.035	-0.02
Si	4.116	9.566	12.236	-0.001	0.009	-0.011
Si	1.369	12.322	12.247	0.021	0.019	-0.002
Si	4.096	15.071	12.253	0.063	0.015	-0.004
Si	6.837	1.371	12.272	-0.025	-0.022	0.003
Si	9.59	4.089	12.286	-0.03	-0.014	0.01
Si	6.852	6.823	12.274	0.035	0.032	0.001
Si	9.608	9.561	12.252	0.012	0.055	-0.002
Si	6.845	12.325	12.221	-0.011	-0.019	-0.006
Si	9.584	15.062	12.249	0.019	0.014	-0.008
Si	12.313	1.39	12.285	0.019	0.003	0
Si	15.037	4.093	12.283	0.007	0.002	0.005
Si	12.329	6.803	12.258	-0.03	0.014	-0.008
Si	15.047	9.566	12.241	0.024	0.014	-0.014
Si	12.321	12.317	12.262	-0.002	-0.007	-0.011
Si	15.04	15.072	12.286	0.016	-0.003	0.008
Si	16.384	2.74	13.684	-0.013	0.006	-0.005
Si	2.728	0.028	13.645	-0.023	0.019	-0.013
Si	16.4	8.18	13.592	0.057	0.004	-0.015
Si	2.7	5.435	13.629	0.021	0.085	-0.018
Si	0.035	13.715	13.632	-0.004	-0.046	0.014
Si	2.762	10.96	13.581	0.04	-0.04	0.031
Si	5.459	2.721	13.653	0.014	0	-0.004
Si	8.235	0.031	13.631	0.009	-0.027	0.003
Si	5.475	8.203	13.618	-0.001	-0.006	0.022
Si	8.225	5.461	13.65	-0.039	0.015	0.01
Si	5.513	13.732	13.583	-0.082	-0.015	-0.014
Si	8.235	10.97	13.562	-0.026	-0.049	0
Si	10.954	2.741	13.684	0.018	0.018	-0.005
Si	13.688	0.054	13.673	-0.041	-0.014	-0.015
Si	10.977	8.179	13.61	0.011	-0.049	-0.011
Si	13.668	5.441	13.66	0.011	0.024	-0.015
Si	10.978	13.728	13.61	-0.057	-0.013	0.007
Si	13.706	10.951	13.607	-0.016	-0.01	0.015
Si	1.357	4.085	15.059	0.037	0.032	0.091
Si	4.066	1.386	15.045	0.044	-0.047	0.059
Si	1.394	9.557	14.901	-0.1	0.013	-0.025
Si	4.072	6.819	14.953	-0.056	-0.146	-0.046
Si	1.379	15.087	15.041	0.031	0.004	0.053
Si	4.129	12.381	14.909	0.081	0.045	-0.075
Si	6.844	4.084	15.001	0.01	-0.005	0.021
Si	9.59	1.368	15.047	-0.119	-0.046	0.042
Si	6.893	9.594	14.923	0.021	0.073	-0.015
Si	9.626	6.823	15.004	0.086	0.054	0.016
Si	6.873	15.078	14.993	-0.045	0.068	0.035
Si	9.579	12.366	14.917	0.072	0.024	0.013
Si	12.31	4.103	15.08	-0.042	-0.011	0.052
Si	15.012	1.418	15.101	0.039	-0.008	0.077
Si	12.376	9.531	14.947	-0.007	0.012	-0.023
Si	15.048	6.82	14.985	-0.011	0.009	0.048
Si	12.322	15.092	15.026	0.007	0.015	0.04
Si	15.06	12.348	14.968	0.066	0.026	-0.004
Si	0.004	0.046	16.45	-0.122	0.016	-0.049
Si	2.682	2.702	16.485	-0.078	0.057	-0.002
Si	16.375	5.474	16.402	0.053	0.022	0.029
Si	2.72	8.209	16.298	0.074	-0.055	0.08
Si	0.057	10.938	16.24	0.102	-0.024	0.071
Si	2.814	13.721	16.346	0.034	-0.001	0.17
Si	5.486	0.03	16.364	0.007	-0.034	0.18
Si	8.232	2.759	16.401	0.03	-0.027	0.11
Si	5.385	5.4	16.308	-0.035	0.22	-0.05
Si	8.253	8.224	16.296	-0.026	-0.04	0.041
Si	5.579	11.078	16.199	-0.161	-0.025	-0.073
Si	8.288	13.752	16.356	0.04	-0.077	-0.022
Si	10.948	0.015	16.461	0.094	0.022	-0.04
Si	13.619	2.757	16.534	-0.012	-0.003	0.022
Si	10.984	5.507	16.463	-0.043	-0.029	0.056
Si	13.735	8.192	16.379	0.002	-0.02	0.175
Si	10.979	10.958	16.16	-0.098	-0.015	0.048
Si	13.738	13.749	16.357	-0.032	-0.019	0.042
Si	1.281	1.377	17.93	0.189	0.043	0.141
Si	4.048	4.1	17.817	0.154	-0.035	0.027
Si	1.338	6.873	17.743	-0.091	0.067	-0.003
Si	4.172	9.706	17.418	0.13	0.074	-0.235
Si	1.425	12.284	17.599	-0.11	-0.092	-0.249
Si	4.209	15.038	17.802	0.019	0.066	0.097
Si	6.82	1.417	17.761	-0.101	0.041	-0.069
Si	9.578	4.134	17.817	0.004	-0.071	-0.016
Si	6.759	6.844	17.523	-0.089	-0.211	-0.213
Si	9.65	9.673	17.586	0.109	0.088	-0.122
Si	6.918	12.39	17.663	-0.143	-0.028	0.061
Si	9.649	15.012	17.849	-0.074	-0.018	0.194
Si	12.222	1.372	17.94	-0.004	0.111	0.07
Si	14.995	4.188	17.864	-0.052	0.046	0.049
Si	12.383	6.887	17.857	0.056	0.06	0.161
Si	15.161	9.598	17.669	0.055	-0.079	-0.141
Si	12.341	12.27	17.523	0.017	0.018	-0.22
Si	15.048	15.111	17.841	-0.022	-0.006	0.059
Si	16.233	2.8	19.302	-0.068	-0.089	0.094
Si	2.759	16.365	19.209	0.062	-0.112	0.214
Si	0.119	8.36	19.17	0.059	0.046	0.386
Si	2.681	5.528	19.129	-0.016	0.037	0.201
Si	0.08	13.584	18.985	-0.067	-0.124	0.303
Si	2.933	10.998	18.86	0.074	0.021	0.348
Si	5.412	2.729	19.233	-0.04	-0.129	0.325
Si	8.244	0.117	19.116	-0.047	0.003	0.262
Si	5.538	8.412	18.714	-0.123	-0.061	0.349
Si	7.982	5.473	18.943	-0.069	0.01	0.251
Si	5.744	13.719	19.209	-0.117	0.099	0.414
Si	8.264	10.993	18.943	0.14	-0.209	0.305
Si	10.929	2.856	19.381	-0.145	0.067	0.244
Si	13.584	16.397	19.347	0.051	-0.094	0.087
Si	10.986	8.427	19.04	0.215	-0.046	0.417
Si	13.81	5.607	19.405	-0.107	0.121	0.23
Si	11.073	13.429	19.053	-0.019	0.035	0.186
Si	13.713	10.972	18.856	0.045	0.021	0.388
Si	1.343	4.116	20.563	0.089	0.236	-0.104
Si	4.325	1.06	20.642	0.014	-0.04	-0.512
Si	1.878	9.55	20.334	0.018	-0.04	0.052
Si	3.964	7.313	20.006	0.02	0.15	0.223
Si	1.822	14.466	20.297	-0.127	0.184	0.097
Si	4.182	12.371	20.34	-0.067	0.102	0.061
Si	6.886	3.997	20.598	0.079	0.067	-0.26
Si	9.165	1.729	20.606	0.184	0.164	-0.161
Si	7.197	9.327	20.188	-0.145	-0.062	0.014
Si	9.26	7.121	19.941	-0.209	0.089	0.192
Si	6.824	15.446	20.673	0.296	-0.064	-0.476
Si	9.693	12.06	20.486	-0.418	0.166	-0.141
Si	12.562	4.062	20.766	0.06	-0.154	-0.413
Si	14.624	1.648	20.757	-0.017	-0.128	-0.174
Si	12.647	9.62	20.437	-0.153	-0.112	-0.475
Si	14.979	7.421	20.754	0.196	0.066	-0.192
Si	12.593	14.503	20.503	0.044	0.049	0.147
Si	14.87	12.405	20.292	0.343	0.136	-0.129
Si	2.93	14.726	25.578	0.062	0.022	0.048
Si	2.374	1.979	22.441	0.123	0.065	0.153
Si	15.174	4.298	25.506	-0.1	0.061	0.325
Si	0.269	11.107	22.54	0.038	0.085	-0.097
Si	0.9	14.114	23.26	0.001	0.021	0.025
Si	5.574	10.623	22.571	-0.063	-0.09	-0.166
Si	9.468	4.805	24.863	0.046	-0.082	0.415
Si	10.984	8.131	24.23	-0.137	-0.19	0.255
Si	5.3	5.995	22.349	0.124	-0.017	0.18
Si	9.136	10.084	29.544	-0.258	0.027	-0.151
Si	10.476	13.864	22.616	0.012	-0.102	-0.045
Si	8.773	16.244	23.004	-0.252	0.109	0
Si	10.726	5.933	22.302	-0.022	0.007	0.035
Si	15.948	7.095	26.481	0.007	-0.114	0.083
Si	0.019	8.223	23.547	0.106	-0.16	0.19
Si	11.183	10.891	22.735	-0.155	-0.137	0.138
Si	16.205	0.362	23.247	-0.014	-0.062	0.243
Si	2.848	2.138	29.762	-0.087	0.158	-0.121
Si	1.171	4.394	23.584	-0.093	0.186	0.506
Si	5.238	8.173	24.183	0.031	0.105	0.244
Si	2.397	12.807	28.057	0.036	0.005	0.055
Si	13.43	13.567	26.92	0.003	-0.186	-0.141
Si	4.835	12.668	31.711	0.023	0.103	-0.292
Si	4.428	0.217	31.129	0.07	0.008	-0.018
Si	2.726	1.341	26.79	0.051	0.09	0.276
Si	5.61	1.769	26.988	-0.013	0.084	0.157
Si	8.992	7.295	26.399	-0.208	0.011	0.061
Si	8.357	14.64	27.276	-0.082	0.02	0.21
Si	13.382	12.014	29.376	0.058	-0.021	0.117
Si	16.271	1.632	26.097	-0.076	0.115	0.304
Si	0.902	4.208	30.709	-0.079	-0.036	-0.439
Si	8.143	2.083	25.227	0.047	0.13	0.169
Si	12.349	5.561	25.634	0.048	-0.022	0.114
Si	11.312	8.383	27.95	-0.009	-0.134	0.006
Si	0.127	11.209	29.302	0.183	-0.009	-0.002
Si	5.581	15.03	26.58	-0.071	0.029	-0.007
Si	15.193	15.437	30.764	-0.07	0.187	-0.243
Si	2.759	6.756	23.888	0.115	0.12	0.387
Si	2.377	6.78	30.472	-0.001	-0.125	-0.232
Si	15.209	15.612	27.697	0.098	0.157	0.061
Si	1.681	8.714	28.073	0.057	-0.074	0.043
Si	5.737	2.552	30.047	-0.2	-0.089	-0.057
Si	8.991	11.715	26.989	-0.145	-0.079	0.063
Si	9.824	1.208	30.521	-0.006	-0.115	-0.035
Si	9.638	11.224	32.44	0.005	0.106	-0.217
Si	4.255	10.323	27.441	-0.012	0.004	0.05
Si	12.167	16.05	30.62	0.031	0.16	-0.079
Si	3.122	14.733	32.859	0.166	-0.111	-0.009
Si	6.78	8.512	28.5	0.041	-0.109	-0.096
Si	12	10.943	26.965	0.053	-0.029	0.025
Si	0.692	0.133	32.698	0.038	0.045	-0.324
Si	13.544	6.649	28.263	0.082	-0.119	0.006
Si	12.796	4.373	33.319	0.067	-0.074	-0.282
Si	1.652	3.124	33.442	-0.077	0.31	-0.277
Si	0.107	10.832	32.31	0.17	-0.109	-0.243
Si	1.729	8.561	32.791	0.097	-0.113	-0.147
Si	4.487	14.218	29.27	0.049	0.128	0.092
Si	7.534	13.167	32.742	-0.095	0.074	-0.356
Si	7.121	5.88	33.021	-0.092	0.186	-0.051
Si	7.959	3.224	32.139	0.005	-0.014	-0.317
Si	4.552	9.769	32.369	0.025	-0.033	-0.181
Si	9.916	1.025	27.446	-0.092	0.115	0.134
Si	8.764	14.592	30.228	0.15	0.15	-0.197
Si	6.358	10.618	25.361	0.067	-0.142	0.086
Si	14.416	5.175	30.951	0.22	-0.108	-0.369
Si	12.309	16.034	27.586	-0.022	0.124	0.019
Si	5.386	7.127	30.76	-0.214	0.063	-0.086
Si	14.815	6.574	33.494	0.051	0.042	-0.412
Si	11.282	13.332	31.176	-0.135	0.147	-0.334
Si	14.824	13.11	33.03	0.196	0.01	-0.296
O	0.044	15.893	34.042	-0.089	-0.2	0.266
O	14.934	1.38	34.929	0.37	-0.299	0.601
O	0.898	3.838	34.706	-0.1	0.097	-0.047
O	3.183	2.884	33.923	-0.078	0.12	-0.103
O	16.236	6.263	34.224	-0.125	-0.176	0.224
O	13.836	5.395	34.052	0.107	-0.103	0.482
O	1.903	8.336	34.387	-0.188	0.182	0.084
O	0.259	9.196	32.378	-0.057	0.126	0.178
O	15.682	13.053	34.467	0.14	0.005	-0.005
O	0.943	11.262	33.67	-0.239	0.304	0.343
O	3.986	12.198	34.951	0.258	0.099	0.224
O	2.857	14.531	34.44	-0.175	-0.064	-0.206
O	6.45	15.286	35.023	0.151	-0.086	0.628
O	4.473	0.962	35.03	-0.317	-0.012	0.511
O	7.731	2.453	33.594	0.177	-0.093	0.649
O	9.171	2.401	31.403	-0.176	0.006	0.226
O	4.088	6.77	34.829	0.02	-0.122	0.651
O	6.079	5.153	34.078	-0.198	-0.331	0.013
O	7.661	7.283	33.698	0.336	0.11	0.348
O	6.361	6.202	31.634	0.134	-0.137	0.077
O	4.794	11.082	31.457	-0.04	0.072	-0.014
O	5.172	10.034	33.871	0.236	0.188	0.459
O	10.58	12.562	32.411	0.203	0.01	-0.034
O	8.271	13.802	34.036	0.255	0.042	0.222
O	9.727	0.991	34.693	0.156	0.212	0.255
O	11.82	15.341	34.774	0.107	-0.133	0.171
O	13.144	4.435	31.701	-0.082	-0.018	0.116
O	13.08	2.91	33.982	-0.274	-0.042	0.032
O	9.818	6.762	34.904	0.008	-0.244	0.108
O	11.31	4.898	33.763	-0.068	-0.164	0.215
O	14.195	8.014	33.893	-0.13	0.14	0.06
O	12.294	9.506	34.782	0.28	-0.223	0.159
O	12.363	11.045	28.563	0.041	-0.168	0.158
O	7.769	9.2	29.607	0.067	0.258	0.314
O	13.759	16.204	30.738	0.025	0.17	-0.142
O	13.365	13.546	33.607	-0.141	0.18	0.026
O	2.226	2.769	21.001	0.006	-0.144	-0.194
O	0.938	4.856	22.017	0.001	0.123	-0.289
O	3.869	1.349	22.241	-0.284	0.22	-0.216
O	5.431	16.275	20.863	0.032	0.073	0.169
O	1.514	10.532	21.639	0.205	-0.266	-0.108
O	0.605	12.498	23.368	-0.13	-0.363	-0.11
O	5.234	6.787	20.94	-0.015	0.048	0.034
O	2.961	8.37	20.861	0.115	-0.035	-0.355
O	1.021	14.615	21.722	0.009	0.035	-0.082
O	16.131	15.182	23.729	0.07	0.248	-0.242
O	4.61	11.67	21.795	0.03	0.186	-0.376
O	6.315	11.304	23.873	0.076	-0.15	0.111
O	6.125	4.619	21.988	0.257	-0.091	-0.068
O	8.033	2.883	21.101	0.152	0.032	-0.132
O	9.576	0.844	21.967	0.025	0.24	-0.297
O	8.267	0.769	24.27	0.226	-0.296	-0.495
O	6.715	10.101	21.548	0.104	0.025	0.058
O	8.206	8.133	20.781	0.072	-0.265	-0.332
O	11.035	7.494	22.709	0.025	0.218	-0.014
O	10.009	5.97	20.865	-0.101	0.078	0.312
O	7.514	15.551	22.195	-0.018	-0.233	0.124
O	9.345	13.361	21.507	-0.145	-0.23	-0.077
O	9.985	10.811	21.585	0.046	0.114	-0.186
O	8.601	3.474	24.526	0.131	0.146	-0.359
O	11.976	4.878	22.114	-0.203	-0.145	0.154
O	13.571	2.832	21.327	0.288	-0.243	-0.353
O	15.151	0.775	22.07	-0.17	0.049	-0.188
O	13.671	8.417	20.886	0.005	-0.145	0.005
O	12.495	10.559	21.81	0.023	0.107	-0.094
O	1.625	7.852	23.437	-0.009	0.22	0.072
O	15.641	7.479	22.304	-0.225	-0.128	-0.428
O	13.877	13.544	20.998	-0.171	0.125	-0.521
O	9.725	14.999	23.545	0.189	0.042	-0.06
O	2.23	14.434	24.148	-0.09	0.113	0.102
O	15.453	11.459	21.517	-0.021	-0.211	-0.3
O	1.294	0.793	22.703	0.089	-0.157	0.06
O	2.639	16.236	26.155	0.047	-0.071	0.148
O	5.535	0.153	27.11	0.152	0	-0.04
O	4.563	14.69	25.354	-0.031	0.007	-0.008
O	16.089	4.083	24.172	-0.039	0.089	-0.514
O	1.416	2.163	26.26	0.055	-0.098	-0.04
O	3.049	13.479	20.817	-0.025	0.23	-0.525
O	4.74	9.304	23.096	-0.132	0.081	-0.099
O	16.256	9.863	23.528	-0.309	0.062	0.09
O	13.028	12.081	26.27	-0.036	0.051	0.04
O	0.561	9.818	28.548	-0.082	0.081	0.136
O	5.914	13.066	32.875	-0.067	0.04	0.284
O	9.135	13.31	26.809	0.283	0.273	-0.092
O	6.625	2.219	25.804	0.049	0.092	-0.059
O	6.262	8.962	25.188	-0.125	-0.016	0.16
O	2.172	3.101	23.606	0.046	-0.275	0.127
O	3.695	5.953	22.776	-0.078	-0.115	-0.214
O	12.05	7.073	24.998	-0.012	0.237	-0.113
O	7.734	11.065	26.136	-0.055	-0.038	-0.164
O	3.388	13.29	32.138	-0.016	0.012	-0.005
O	11.071	12.451	23.311	0.172	0.194	0.02
O	10.459	11.209	26.506	0.065	-0.133	-0.067
O	11.713	14.691	21.911	-0.089	0.059	0.089
O	9.638	5.459	23.396	0.061	0.151	-0.306
O	13.667	4.764	25.023	0.017	0.228	0.087
O	16.24	0.305	27.074	0.004	0.005	-0.027
O	8.619	5.777	25.896	0.019	0.062	0.107
O	11.003	4.631	25.464	0.15	-0.248	0.154
O	10.33	7.222	27.341	0.182	-0.006	0.077
O	15.783	7.717	24.975	0.054	-0.069	-0.32
O	10.336	9.26	28.867	0.102	-0.091	-0.197
O	11.204	9.75	23.942	-0.105	0.296	-0.001
O	2.404	13.559	26.605	-0.215	0.093	0.004
O	2.726	1.235	28.418	0.121	-0.272	-0.072
O	5.153	14.057	27.807	-0.111	-0.119	-0.068
O	15.255	2.903	26.394	0.099	-0.041	-0.249
O	6.155	2.312	28.459	0.049	-0.075	0.096
O	3.951	6.375	30.559	0	0.045	-0.048
O	3.861	7.536	24.848	-0.191	-0.231	0.038
O	1.869	5.543	24.536	0.026	-0.038	-0.344
O	14.891	11.369	29.411	-0.172	-0.109	-0.1
O	3.002	9.268	27.256	-0.096	-0.034	-0.124
O	2.893	13.864	29.193	0.094	-0.222	0.114
O	0.861	12.374	28.413	-0.22	0.232	-0.229
O	4.584	15.734	29.785	0.14	-0.066	0.011
O	7.848	14.055	31.432	-0.067	-0.057	0.136
O	5.308	13.251	30.27	-0.163	-0.267	0.003
O	8.78	11.354	28.569	0.282	0.175	0.299
O	7.124	14.727	26.212	-0.006	-0.132	-0.228
O	9.16	2.055	26.488	-0.146	0.016	-0.123
O	11.379	1.02	31.031	-0.166	0.014	0.308
O	4.101	2.204	26.482	0.007	0.183	-0.363
O	7.736	7.955	27.254	0.097	-0.083	-0.116
O	6.045	6.902	23.509	0.129	0.013	-0.103
O	11.755	14.823	31.606	0.076	-0.077	0.118
O	6.042	7.282	29.267	0.157	-0.247	0.146
O	9.292	15.947	27.211	0.137	-0.02	-0.088
O	12.586	12.411	30.75	0.026	-0.124	0.134
O	15.864	1.203	24.589	0.194	-0.125	-0.137
O	11.477	0.888	26.981	-0.081	-0.184	0.015
O	2.23	8.007	29.426	0.001	0.302	0.172
O	3.052	1.103	31.01	0.074	0.06	0.108
O	0.954	7.629	27.1	-0.05	-0.208	-0.321
O	9.536	8.107	25.053	0.253	0.189	-0.274
O	12.752	5.697	27.208	-0.22	0.034	0.026
O	15.881	5.465	26.411	0.152	-0.021	0.075
O	12.07	9.296	26.769	-0.174	0.141	-0.05
O	13.454	13.408	28.551	-0.045	0.099	0.19
O	14.904	14.307	26.689	-0.051	-0.074	0.033
O	16.147	0.183	31.384	0.107	-0.012	0.443
O	15.679	4.139	30.778	-0.096	-0.099	0.218
O	1.441	2.935	29.849	0.025	-0.161	-0.092
O	1.83	15.467	32.246	-0.191	-0.069	-0.218
O	1.029	1.679	33.059	-0.056	0.209	0.239
O	12.469	7.713	28.875	-0.022	-0.076	-0.195
O	14.733	7.495	27.512	-0.081	0.358	0.028
O	1.437	5.552	29.955	0.158	0.047	0.132
O	1.859	7.173	31.962	0.157	0.04	0.077
O	15.213	14.102	31.748	-0.147	-0.433	0.523
O	4.398	15.714	32.477	0.032	0.061	0.133
O	3.485	11.573	28.18	0.077	-0.07	0.062
O	0.691	11.279	30.844	-0.061	0.017	0.255
O	4.182	3.12	29.865	0.057	0.068	0.075
O	1.574	4.147	32.186	0.056	0.019	0.348
O	5.707	1.213	31.011	0.102	-0.168	0.021
O	9.09	16.149	30.626	-0.186	-0.053	-0.045
O	8.274	4.777	32.604	0.184	0.098	0.078
O	9.769	1.631	28.947	-0.241	0.012	-0.198
O	10.086	13.609	30.059	0.08	-0.255	0.237
O	8.072	11.636	32.602	-0.089	-0.204	0.014
O	4.939	10.997	26.105	0.103	0.404	-0.068
O	5.242	8.538	31.567	-0.126	0.13	0.387
O	11.709	15.704	29.077	-0.109	0.05	0.1
O	7.897	14.513	28.843	-0.132	0.11	0.079
O	13.843	0.101	27.776	-0.117	-0.187	0.138
O	15.662	15.134	29.21	-0.228	-0.273	-0.082
O	9.697	10.438	31.019	0.152	-0.102	0.145
O	6.798	3.415	30.946	0.228	0.135	0.336
O	14.903	6.448	31.863	-0.012	0.183	0.29
O	14.053	5.695	29.465	0.059	0.084	0.13
O	12.262	14.692	26.622	0.074	-0.003	0.073
O	10.168	10.405	33.72	-0.084	0.255	0.078
O	5.565	9.566	28.114	-0.155	0.098	0.302
O	15.029	11.549	32.475	-0.175	-0.128	-0.061
O	2.94	9.554	32.343	-0.155	0.187	0.066
Si	16.355	16.385	5.474	-0.034	0.006	-0.036
Si	2.758	2.682	5.473	-0.028	0.029	0.022
Si	16.383	5.474	5.38	0.114	0.029	-0.057
Si	2.721	8.152	5.413	-0.003	0.008	-0.056
Si	16.353	10.921	5.376	-0.065	-0.04	-0.069
Si	2.686	13.633	5.432	-0.06	-0.081	-0.012
Si	5.457	16.371	5.469	-0.084	-0.065	0.023
Si	8.23	2.72	5.51	-0.003	0.019	-0.002
Si	5.493	5.458	5.482	0.032	0.04	-0.004
Si	8.226	8.151	5.387	-0.01	-0.025	-0.047
Si	5.469	10.867	5.478	-0.014	-0.046	-0.023
Si	8.231	13.592	5.467	0.004	0.067	-0.002
Si	10.942	16.363	5.457	0.001	-0.011	0.035
Si	13.66	2.722	5.387	0.026	0.008	-0.026
Si	10.943	5.456	5.428	-0.039	-0.026	-0.041
Si	13.66	8.215	5.34	-0.009	-0.01	-0.073
Si	10.936	10.877	5.361	0.01	-0.022	-0.038
Si	13.622	13.636	5.412	0.006	0.022	-0.051
Si	1.356	1.336	6.816	0.068	-0.057	0.005
Si	4.11	4.083	6.822	-0.014	-0.01	-0.018
Si	1.352	6.803	6.785	0.007	-0.002	-0.01
Si	4.082	9.508	6.811	0.068	-0.007	-0.007
Si	1.322	12.262	6.784	0.055	0.027	-0.012
Si	4.067	14.999	6.804	-0.002	0.09	-0.014
Si	6.832	1.345	6.83	0.041	-0.018	0.003
Si	9.595	4.106	6.83	0.012	-0.022	0.041
Si	6.863	6.833	6.815	-0.045	0.004	-0.013
Si	9.588	9.523	6.762	0.042	-0.036	-0.005
Si	6.838	12.255	6.823	-0.053	0.06	0.004
Si	9.578	14.997	6.819	0.019	-0.017	0.018
Si	12.317	1.353	6.788	0.033	-0.071	-0.011
Si	15.024	4.101	6.757	-0.056	0.013	-0.02
Si	12.316	6.847	6.753	-0.029	0.008	-0.005
Si	15.01	9.555	6.757	0.009	0.037	0.012
Si	12.277	12.256	6.768	0.009	0.019	0.004
Si	14.988	15.002	6.799	-0.014	0.054	0.016
Si	16.39	2.735	8.144	0.036	0.015	-0.012
Si	2.722	16.38	8.177	-0.025	-0.026	0.029
Si	16.39	8.193	8.134	0.008	-0.008	-0.006
Si	2.725	5.45	8.166	0.019	0.015	0.01
Si	16.381	13.651	8.155	-0.01	-0.028	0.004
Si	2.716	10.909	8.148	-0.012	0.003	-0.001
Si	5.474	2.725	8.19	-0.036	-0.014	0.001
Si	8.213	16.382	8.175	-0.055	-0.034	0
Si	5.475	8.176	8.18	-0.029	-0.025	0.017
Si	8.219	5.466	8.186	0.021	0.012	0.005
Si	5.464	13.648	8.161	0.014	-0.025	0
Si	8.23	10.892	8.157	-0.032	-0.001	-0.018
Si	10.959	2.722	8.166	-0.038	0.013	0.002
Si	13.666	16.395	8.17	0.007	0.005	0.017
Si	10.953	8.185	8.153	-0.011	0.017	-0.008
Si	13.666	5.47	8.132	0.014	-0.003	-0.013
Si	10.955	13.64	8.169	0.008	0.044	0.003
Si	13.662	10.918	8.147	-0.019	-0.038	0.001
Si	1.355	4.085	9.525	0	0.002	0.009
Si	4.089	1.359	9.536	0.023	0.004	-0.003
Si	1.356	9.549	9.52	0.021	0.016	-0.006
Si	4.102	6.809	9.538	0.031	0.01	0.005
Si	1.345	15.024	9.53	0.039	0.014	0.017
Si	4.086	12.288	9.516	0.007	0.007	-0.009
Si	6.847	4.096	9.548	-0.001	0.003	0.004
Si	9.579	1.365	9.531	0.028	-0.009	0.002
Si	6.851	9.549	9.533	0.005	0.019	-0.008
Si	9.593	6.827	9.54	-0.02	-0.012	0
Si	6.83	15.028	9.526	-0.009	0.018	0.008
Si	9.584	12.281	9.526	0	0.003	-0.016
Si	12.32	4.098	9.521	-0.01	-0.011	0
Si	15.033	1.37	9.525	-0.004	-0.031	0.002
Si	12.312	9.554	9.524	0.004	0.018	-0.016
Si	15.034	6.823	9.509	0.006	-0.005	-0.007
Si	12.307	15.031	9.537	0.009	-0.003	0.012
Si	15.022	12.293	9.526	0.016	0.018	-0.009

Results
total energy: -115453.839 eV
total energy less fixed offsets of O -438.35, Si -107.03 eV per atom: 12.501 eV
